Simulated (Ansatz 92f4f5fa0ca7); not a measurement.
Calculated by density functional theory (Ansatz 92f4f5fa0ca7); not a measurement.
Periodic cell of 226 atoms, Si133O92As1, from a study of silicon, its oxide and their interface. The atomic structure is a simulated model.
Doubt: the cutoff is far below the 930 eV that the study's wrapper takes by default for these files, so forces and energies are approximate.
This geometry differs little from another in the collection (a relaxation step or a small displacement).

Settings: functional PBE; potential files Ansatz PAW; basis plane waves; wave-function cutoff 580 eV; density cutoff ratio 5; exchange-correlation grid ratio 1; k mesh 1 x 1 x 1, Gamma-centred; self-consistency stop 5e-08 eV per atom in the density residual; occupations fixed; spin none; net charge +1 e, with a uniform compensating background and no finite-size correction.

Cell vectors (angstrom)
a	10.938	0	0
b	0	10.938	0
c	0	0	31.9494

Atoms and the computed forces on them: element, x, y, z (angstrom), force x, y, z (eV/angstrom)
Si	10.6256	0.0005	24.414	-0.0009	-0.0022	-0.0014
Si	5.0761	0.1211	24.661	0.002	0	-0.002
Si	2.8211	2.29	24.5261	-0.0002	0.0027	-0.0013
Si	8.5701	2.4371	24.5592	-0.0013	-0.0005	-0.0025
Si	10.7082	5.5855	24.3306	0.002	0.0012	-0.0013
Si	5.1566	5.6139	24.4446	-0.0009	-0.0022	-0.0014
Si	2.9887	7.956	24.4024	-0.0016	-0.0004	-0.0028
Si	8.4159	7.8292	24.4125	-0.0001	0.0023	0.0012
Si	1.292	1.1285	25.8384	0.0008	-0.0002	-0.0017
Si	6.8155	1.3277	25.7348	-0.0008	0	-0.0009
Si	3.9836	4.0094	25.7268	0.0002	-0.0005	-0.0011
Si	9.6896	4.0211	25.8507	-0.0004	0.0003	-0.0015
Si	1.3378	6.7949	25.6647	-0.0013	0.0002	-0.0003
Si	6.8025	6.7208	25.7488	0.001	0	-0.0021
Si	4.0003	9.4658	25.9578	-0.0012	0.0013	-0.0008
Si	9.4809	9.44	25.7981	-0.0006	-0.0009	-0.0015
Si	2.6325	-0.1362	27.2893	-0.0004	-0.0016	0.0013
Si	8.138	-0.0677	27.1405	0.0014	0.0002	-0.0006
Si	0.0788	2.6514	27.2092	0.0002	0.0001	0.0013
Si	5.4504	2.7195	27.1047	-0.0004	-0.0001	0.0002
Si	2.6643	5.415	27.1036	0	-0.0005	-0.0006
Si	8.1905	5.3667	27.1289	-0.0012	-0.0006	0.0022
Si	0.0099	8.1511	27.1261	0.0016	0.0009	0
Si	5.5109	8.139	27.1802	0.001	0.0001	0.0017
Si	4.0855	1.3259	28.4902	0.0007	0	-0.0003
Si	9.5437	1.3142	28.5025	-0.0008	-0.0009	0.0004
Si	1.3887	4.0655	28.562	-0.0002	0.0002	-0.0005
Si	6.8065	4.0581	28.5178	0.0006	-0.0003	0.0002
Si	4.0786	6.7739	28.4852	-0.0003	-0.0004	0.001
Si	9.5579	6.7781	28.476	-0.0003	-0.0007	0.0006
Si	1.288	9.4767	28.6272	-0.0003	-0.0005	-0.0021
Si	6.8241	9.5361	28.5601	-0.0006	-0.0005	-0.0004
Si	-0.0441	-0.0217	29.93	0.0011	0.0003	0.0006
Si	5.4497	-0.0136	29.892	-0.0012	0.0006	0.0005
Si	2.7721	2.7124	29.896	-0.0001	-0.0014	0.0009
Si	8.186	2.7027	29.8708	-0.0001	0.0013	0.0001
Si	-0.0184	5.4384	29.8859	-0.0006	0.0009	0.0006
Si	5.4559	5.445	29.8834	0.0013	0	0
Si	2.734	8.1405	29.9069	0.0008	0.0011	0.0005
Si	8.2257	8.1734	29.876	0.0002	-0.0015	0.0006
Si	1.3672	1.3748	31.2495	-0.0006	0.0004	0.0001
Si	6.8225	1.3664	31.2544	0.0005	-0.0003	-0.0005
Si	4.1149	4.0829	31.2732	-0.0004	0.001	-0.0002
Si	9.5469	4.082	31.2495	0	-0.0008	0.0003
Si	1.3521	6.8067	31.2696	0	-0.0009	0
Si	6.8301	6.841	31.2373	-0.0007	0.0005	-0.0003
Si	4.0835	9.5606	31.2563	0.0002	-0.0013	-0.0003
Si	9.5511	9.5434	31.2874	-0.0004	0.0008	0
Si	2.7374	0.0179	0.6745	0.0008	0.001	-0.0008
Si	8.2011	0.0185	0.6654	0.0002	-0.0006	-0.0007
Si	0.0086	2.7528	0.6774	0.0004	0.0003	-0.0006
Si	5.4858	2.7459	0.7034	0.0003	-0.0002	0
Si	2.7346	5.4565	0.6722	-0.0007	-0.0003	-0.0004
Si	8.2064	5.4934	0.6618	0.0002	0.0004	-0.0007
Si	0.0162	8.2108	0.7055	0.0003	-0.0004	0
Si	5.4798	8.2251	0.6747	0	0.0003	-0.0007
Si	4.0959	1.3906	2.0629	-0.0028	0.0015	-0.0012
Si	9.5985	1.3618	2.0312	0.001	-0.001	0.0001
Si	1.3551	4.1453	2.0597	-0.0011	0.0009	-0.0006
Si	6.8492	4.1543	2.0417	0.0014	-0.0018	-0.0007
Si	4.0922	6.8545	2.0177	0.001	-0.0011	0.0002
Si	9.5792	6.8414	2.0648	0	-0.0003	-0.0006
Si	1.3707	9.626	2.06	-0.0004	-0.001	0
Si	6.8331	9.6327	2.0361	-0.0015	0.0012	-0.0003
Si	0.025	0.0461	3.4716	0.0006	0.0043	-0.0015
Si	5.499	0.0593	3.4429	0.0011	-0.0044	0.001
Si	2.7116	2.7744	3.4058	0.0005	-0.0014	0.0012
Si	8.264	2.7908	3.3386	0.0017	0.0028	0.002
Si	0.0289	5.5225	3.4791	0.001	-0.0011	-0.001
Si	5.4549	5.5223	3.4084	-0.0012	0.0047	0.0002
Si	2.7337	8.2303	3.3834	0.0003	-0.0005	-0.0013
Si	8.252	8.3141	3.3705	0.0013	0.0006	0.0015
Si	1.3712	1.4613	4.8446	-0.0003	0.0013	-0.0013
Si	6.9093	1.4971	4.7281	0.0026	-0.003	0.0037
Si	4.0638	4.1523	4.7589	-0.0014	0.0008	0.0031
Si	9.6073	4.0831	4.7826	-0.0008	-0.0021	-0.0013
Si	1.3594	6.9915	4.8449	-0.0013	0.0002	0.0023
Si	6.8798	6.9525	4.6714	0.0017	-0.0053	0.0012
Si	4.0618	9.6187	4.7436	-0.002	0.0064	0.0004
Si	9.6294	9.5797	4.844	-0.0015	-0.0042	0.0015
Si	2.7447	0.0433	6.1505	0	-0.0057	0.0021
Si	8.3133	0.1456	6.074	-0.0036	0.0026	-0.0013
Si	0.0193	2.8037	6.3138	-0.0003	0.0009	0.0006
Si	5.513	2.8451	6.0823	-0.0019	-0.0005	-0.0006
Si	2.7355	5.5857	6.1213	0.0046	0.0011	0.0015
Si	8.2636	5.597	5.9702	-0.002	0.004	0.0002
Si	0.0463	8.3133	6.3864	0.0019	0.0016	0.0036
As	5.5024	8.3045	6.2063	0.0034	0.0015	0.0077
Si	4.4075	1.1932	7.3293	-0.0008	0.0007	0.0028
Si	9.8128	1.1651	7.637	0.0015	-0.0016	0.0026
Si	1.1769	4.5037	7.5192	-0.0025	0.0008	0.0023
Si	6.6509	4.5437	7.2544	0.0021	0.002	0.0019
Si	4.2804	6.6487	7.5664	-0.0079	-0.0041	-0.0023
Si	9.7325	6.6191	7.5178	-0.0022	0	-0.0047
Si	1.2728	9.9475	7.7192	0.0016	-0.0028	-0.0105
Si	6.7608	10.0339	7.4285	0.0009	-0.0006	-0.0003
O	9.584	1.2385	23.9819	0.0011	0.0014	0.0014
O	4.1038	6.8035	23.9464	0.0011	0.0007	0.0012
O	4.0119	1.2357	24.0313	-0.0005	-0.0005	0.0013
O	9.535	6.6976	23.9006	-0.0004	-0.0009	0.0002
O	-0.022	5.5516	8.0229	0.0082	-0.0029	0.0014
O	5.546	0.1033	7.8975	0.0015	-0.0024	0.0013
O	0.0675	0.0987	8.1558	-0.0067	0.0032	0.0013
O	5.5515	5.648	7.8702	-0.0006	0.0045	0.0023
O	7.609	3.9734	8.4411	-0.0011	-0.0002	-0.0019
O	8.7216	7.042	8.77	-0.0009	0.0013	0.0005
O	2.1847	9.4709	9.0437	0.0024	-0.0014	0.0036
O	8.8749	1.6812	8.9207	0.0007	-0.0005	-0.0023
O	7.5999	9.4391	8.6903	-0.0042	0.0032	-0.0047
O	3.5995	1.8209	8.6038	0.0019	0	-0.0033
O	3.5964	7.2603	8.9307	0.0044	-0.002	-0.0038
O	2.0853	4.0241	8.8141	-0.0016	0.001	-0.0031
O	8.1391	3.4959	23.3655	0.0012	-0.001	0.0029
O	0.4515	4.9305	22.9537	-0.0009	0.0004	0.0021
O	1.8972	2.7409	23.2457	0.0011	-0.0015	0.0026
O	5.8321	4.9089	23.1169	-0.0008	0.0011	0.0022
O	5.525	9.9761	23.5121	-0.0015	0.0011	0.003
O	2.4478	8.6978	23.0253	0.0012	-0.0008	0.0028
O	0.1917	10.0645	23.0886	-0.0005	0.0009	0.0023
O	7.7854	8.5704	23.0738	0.0004	-0.0008	0.001
Si	8.6617	7.6956	18.4448	0	-0.0001	-0.0007
Si	8.7909	6.3661	13.6366	0	-0.0002	0.0025
Si	3.7958	1.543	14.7512	-0.0002	0	0.0023
Si	2.1403	5.7499	17.6344	0	-0.0001	-0.0003
Si	2.4172	3.1418	19.4899	0	0.0001	-0.0019
Si	9.8165	9.0428	12.0864	0.0003	-0.0002	0.0029
Si	1.3334	9.422	22.0746	-0.0001	-0.0002	-0.0032
Si	9.1771	0.9705	13.2065	-0.0001	-0.0001	0.0031
Si	1.4223	5.0588	13.0391	-0.0001	-0.0003	0.0029
Si	1.7937	8.2588	12.8302	-0.0001	0	0.0028
Si	6.6472	9.5484	22.4247	0.0005	-0.0001	-0.0028
Si	4.531	4.6042	15.7212	0.0001	-0.0002	0.0017
Si	8.2136	3.03	9.6025	-0.0017	0.0019	0.0032
Si	0.8429	8.2453	19.265	0.0001	-0.0003	-0.0019
Si	6.95	1.3467	21.0922	0.0002	-0.0001	-0.0023
Si	8.2259	8.3028	9.6958	0.0031	-0.0027	0.0041
Si	10.8901	5.2091	15.6171	0.0001	0	0.0017
Si	7.5741	9.5022	16.3277	0.0001	0.0001	0.0012
Si	9.931	2.0543	20.2982	-0.0001	-0.0001	-0.0022
Si	3.2206	8.5371	9.9388	-0.0018	0.0033	0.0037
Si	6.6983	3.3423	17.4108	0	-0.0001	-0.0002
Si	1.1675	0.2095	19.8019	0	-0.0001	-0.0019
Si	3.2355	2.8217	12.318	0.0003	-0.0007	0.0026
Si	7.2214	5.3894	19.683	-0.0001	-0.0003	-0.0019
Si	5.7486	8.6794	11.5694	0.0007	0.0003	0.0034
Si	5.7863	6.0798	13.2154	0.0001	-0.0003	0.0029
Si	4.6363	9.7023	17.6294	-0.0001	0	-0.0003
Si	1.021	3.5954	22.1701	-0.0003	-0.0002	-0.0032
Si	4.8979	1.4819	18.8015	-0.0001	-0.0003	-0.0014
Si	3.2033	3.0868	9.5366	0.0016	-0.0023	0.0041
Si	6.4572	10.8294	13.8078	0.0001	0	0.0029
Si	10.3533	0.1202	15.9798	0.0001	0.0001	0.0014
Si	5.6641	3.6685	11.1689	-0.0003	0.0001	0.0019
Si	9.8496	3.9046	11.9174	0.0001	0.0001	0.0026
Si	2.3444	9.9255	15.5582	0.0001	0	0.0017
Si	6.0767	8.1147	19.8009	0	0	-0.0019
Si	6.9365	3.971	22.3714	-0.0001	0	-0.0028
Si	9.7543	2.7799	17.3689	0.0002	-0.0002	-0.0001
O	7.2003	6.3881	13.9755	-0.0002	0	-0.0013
O	1.8849	7.058	18.6827	-0.0002	0.0002	0.0008
O	10.2815	4.0463	16.533	-0.0002	-0.0003	-0.0002
O	6.1677	9.9587	17.0561	0.0002	-0.0001	-0.0003
O	10.1536	0.6974	14.4697	0	-0.0002	-0.0011
O	8.448	6.1124	18.8555	0.0001	0.0001	0.0006
O	5.1737	0.6936	14.44	0.0001	-0.0002	-0.0011
O	5.7163	2.0522	17.5192	-0.0001	0	0.0002
O	8.3481	1.9372	20.5581	-0.0002	-0.0003	0.0011
O	1.9921	4.2982	18.4026	0.0001	-0.0003	0.0006
O	6.9655	2.8128	10.6469	0.0013	-0.0002	-0.0018
O	4.8707	2.7147	12.2211	0.0001	0.0001	-0.0011
O	6.0354	4.3922	16.3487	-0.0001	-0.0001	-0.0005
O	4.5765	3.9229	9.9315	-0.001	-0.0005	-0.0014
O	10.6883	2.7704	21.5581	0.0003	0	0.0014
O	9.7312	6.1694	14.9656	0.0001	-0.0001	-0.0009
O	6.0092	6.4792	19.8401	0	0	0.001
O	4.0827	0.1673	18.2832	0	0	0.0006
O	9.2607	10.5648	12.2687	0.0001	-0.0003	-0.0015
O	2.8563	4.3665	12.7136	0	0	-0.0012
O	1.912	10.7063	21.2121	0	-0.0004	0.0016
O	3.995	2.7207	19.3832	-0.0001	0	0.0009
O	0.7309	10.0419	15.9676	0	-0.0001	-0.0005
O	1.2789	9.8021	18.8377	0	0	0.0008
O	1.7118	1.6641	19.2713	0.0001	-0.0001	0.0007
O	8.9427	10.3975	16.506	-0.0001	-0.0001	-0.0004
O	4.8751	8.5762	18.7924	0.0001	-0.0002	0.0008
O	9.5701	8.7675	10.4851	-0.0015	0.0001	-0.0015
O	6.7521	4.0782	18.8596	0	0	0.0009
O	2.8451	1.7201	13.4176	0	0.0002	-0.0013
O	5.8249	8.7641	21.2662	0.0002	0.0002	0.0016
O	2.5462	2.4561	10.8871	0.0006	0.001	-0.0034
O	7.6211	4.8479	21.173	-0.0002	-0.0003	0.0015
O	5.2064	7.4862	12.5661	-0.0002	0.0002	-0.0014
O	0.4379	9.073	12.4867	0.0003	-0.0001	-0.0015
O	7.585	1.0669	13.58	0.0001	-0.0001	-0.0013
O	7.1181	9.641	14.7511	-0.0001	0	-0.001
O	8.9785	5.0415	12.6915	-0.0001	-0.0003	-0.0013
O	8.0992	8.0391	16.9145	0	-0.0002	-0.0001
O	6.2152	2.5712	21.9055	0.0001	0.0002	0.0014
O	2.4575	9.0745	14.1137	0	-0.0001	-0.0012
O	0.4317	4.4959	11.8664	0	-0.0002	-0.001
O	0.817	8.3154	20.9379	0.0002	0.0004	0.0018
O	9.4028	3.83	10.3526	-0.0005	-0.0006	-0.0015
O	9.6595	2.3915	12.5366	0	0.0004	-0.0017
O	7.6215	8.5578	19.3968	-0.0002	-0.0002	0.001
O	2.5563	8.1692	11.3745	0.0004	-0.0002	-0.0016
O	3.9771	3.0649	15.3804	0	-0.0001	-0.0009
O	0.8288	4.4881	14.4428	-0.0001	0	-0.0011
O	10.0487	2.9978	18.9608	0.0001	-0.0001	0.0009
O	9.1454	7.8106	12.9386	-0.0002	0	-0.0011
O	10.5143	0.5347	20.0768	-0.0001	0	0.0009
O	6.0287	5.0581	11.936	0.0001	0.0003	-0.0008
O	8.1556	2.7381	17.0118	0.0001	0	0
O	3.5404	5.4846	16.7356	0	-0.0001	-0.0003
O	4.6755	9.1442	10.3947	0.0001	-0.0006	-0.0013
O	1.5316	6.6802	13.1851	0.0001	0.0003	-0.0013
O	4.7628	5.4924	14.3509	0.0001	0.0001	-0.0013
O	2.049	3.8515	20.9221	-0.0002	-0.0001	0.0016
O	10.5581	1.4198	16.9461	0	0.0001	-0.0001
O	0.9552	6.0749	16.5538	0	-0.0001	-0.0004
O	7.3283	10.9492	21.9432	-0.0002	-0.0003	0.0011
O	5.9325	0.9101	19.9167	0.0003	-0.0003	0.0012
O	6.0748	10.0395	12.4147	-0.0001	-0.0004	-0.0017
O	2.8476	0.5479	15.6135	0	0.0001	-0.0008
O	7.0444	8.0161	10.7844	-0.0008	0.0004	-0.0016
O	10.2467	8.0143	18.6928	0	-0.0001	0.0006
O	3.4491	9.1951	16.5793	-0.0001	-0.0002	-0.0003

Results
free energy: -141734.336 eV
free energy less fixed offsets of As -4856.12, O -568.88, Si -635.61 eV per atom: -5.126 eV

The program warned: the cutoff lies below the one the program advises for these potential files; the forces do not sum to zero within the program's tolerance; the exchange-correlation potential is rough where the density is thin.
